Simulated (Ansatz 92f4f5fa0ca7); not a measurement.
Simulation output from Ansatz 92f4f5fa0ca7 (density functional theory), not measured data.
Periodic cell of 223 atoms, Si131O90P2, from a study of silicon, its oxide and their interface. The atomic structure is a simulated model.
Doubt: the cutoff is far below the 930 eV that the study's wrapper takes by default for these files, so forces and energies are approximate.

Settings
functional: PBE
potential files: Ansatz PAW
basis: plane waves
wave-function cutoff: 580 eV
density cutoff ratio: 5
exchange-correlation grid ratio: 1
k mesh: 1 x 1 x 1, Gamma-centred
self-consistency stop: 5e-08 eV per atom in the density residual
occupations: fixed
spin: none
net charge: 0

Cell vectors (angstrom)
a  10.938  0  0
b  0  10.938  0
c  0  0  32.1988

Atoms and the computed forces on them: element, x, y, z (angstrom), force x, y, z (eV/angstrom)
Si  10.5776  0.2087  24.8703  -0.0002  -0.0033  -0.0028
Si  5.7294  10.6605  24.7502  -0.0025  -0.0007  -0.0041
Si  2.4672  2.8997  24.6513  -0.0001  -0.0027  -0.0055
Si  8.4156  2.4465  24.8284  -0.0029  -0.0001  -0.0041
Si  0.2644  5.1505  24.7622  -0.002  -0.0005  -0.0047
Si  5.1398  5.7302  24.7022  -0.0005  -0.0024  -0.0063
Si  2.9244  7.9898  24.6047  -0.0014  -0.0014  -0.0029
Si  7.9296  8.417  24.7351  -0.0007  -0.0029  -0.0046
Si  1.3194  1.367  26.0435  0.0009  0.0008  0.001
Si  6.8361  1.2969  26.1212  0.0012  -0.0011  0.0015
Si  4.0322  4.0908  25.9981  -0.0001  -0.0004  0.0014
Si  9.5946  4.0472  26.0867  0  -0.0005  0.0011
Si  1.3868  6.8144  26.0028  0.0006  0.0005  0.0006
Si  6.7593  6.8365  26.0303  -0.0005  0.0003  0.0011
Si  4.0916  9.5212  26.0027  -0.0003  -0.001  0.0008
Si  9.4567  9.5542  26.1478  -0.0013  -0.0002  0.0022
Si  2.7246  -0.0165  27.3532  -0.0003  -0.0003  -0.0043
Si  8.1565  -0.0273  27.5517  -0.0026  -0.0012  0.0063
Si  0.0017  2.7098  27.4872  -0.0005  -0.0001  0.0054
Si  5.4374  2.7361  27.3689  0.0004  -0.0006  -0.0036
Si  2.7192  5.4589  27.4311  -0.0011  0.0005  0.003
Si  8.1816  5.4636  27.3621  0.0006  -0.0009  -0.0041
Si  -0.0095  8.1757  27.3759  0  -0.0006  -0.0033
Si  5.4329  8.1893  27.4487  -0.0013  -0.0008  0.0027
Si  4.0795  1.3609  28.7477  0.001  -0.0004  0.0038
Si  9.5691  1.3506  28.8415  -0.0012  0  -0.0068
Si  1.3565  4.1059  28.8113  -0.0008  -0.0032  -0.0045
Si  6.8246  4.0938  28.7474  0.0011  -0.0013  0.0046
Si  4.087  6.8138  28.8044  0.0001  0.0004  -0.003
Si  9.5556  6.8208  28.754  0.0006  0.0011  0.003
Si  1.3647  9.5547  28.7437  -0.0009  -0.0004  0.0046
Si  6.7821  9.5438  28.8484  0.0051  0.0011  -0.0078
Si  0.0168  -0.021  30.154  -0.0003  0.0009  0.0002
Si  5.4418  0.0144  30.1596  -0.0012  0.0016  0.0021
Si  2.7346  2.7328  30.1459  -0.0017  0.0019  0.0006
Si  8.1925  2.7424  30.1506  0.0008  -0.0012  0.0006
Si  -0.0127  5.4755  30.1507  0  -0.0001  0.002
Si  5.4759  5.4587  30.1471  -0.0019  0.0009  0.0003
Si  2.7258  8.2044  30.144  0.0011  -0.0006  0.0004
Si  8.204  8.1902  30.1522  -0.0015  0.0005  0.0011
Si  1.3673  1.3673  31.515  0.0674  -0.0378  0.0217
Si  6.8362  1.3673  31.515  -0.0505  0.0873  -0.0193
Si  4.1018  4.1018  31.515  0.0548  -0.0873  0.0074
Si  9.5708  4.1018  31.515  -0.0574  0.069  0.0045
Si  1.3673  6.8362  31.515  -0.0932  0.0582  -0.0527
Si  6.8362  6.8362  31.515  0.0757  -0.0805  0.0421
Si  4.1018  9.5708  31.515  -0.1511  0.0384  0.0079
Si  9.5708  9.5708  31.515  0.0652  -0.0685  0.0284
Si  2.7345  0  0.6835  0.1817  -0.0052  0.0247
Si  8.2035  0  0.6835  -0.0742  0.1053  -0.0704
Si  0  2.7345  0.6835  -0.0237  0.0499  -0.0164
Si  5.469  2.7345  0.6835  0.084  -0.0323  0.0144
Si  2.7345  5.469  0.6835  -0.0273  0.1828  -0.0572
Si  8.2035  5.469  0.6835  0.0707  0.0205  0.018
Si  0  8.2035  0.6835  0.1222  -0.1239  -0.0372
Si  5.469  8.2035  0.6835  -0.0641  0.0136  0.0404
Si  4.1284  1.3613  2.0586  0.0021  -0.0004  -0.0061
Si  9.5622  1.3798  2.0443  -0.0011  0  -0.0022
Si  1.3689  4.1208  2.0415  -0.0031  0.0024  -0.0023
Si  6.8319  4.1178  2.0474  0.0003  -0.0002  -0.0021
Si  4.1042  6.8367  2.0661  -0.0003  0.0009  0.0004
Si  9.5788  6.8432  2.0497  -0.0022  0.0057  -0.0028
Si  1.412  9.5369  2.0361  0.0007  0  -0.0019
Si  6.8217  9.5941  2.0448  -0.0005  -0.0013  -0.0012
Si  0.0442  -0.006  3.3171  0.0026  -0.0018  0.013
Si  5.5057  0.0236  3.4783  -0.0084  0.0052  -0.0065
Si  2.7976  2.7976  3.3677  0.0028  -0.0121  0.006
Si  8.2124  2.7815  3.4206  -0.0051  0.0045  0.0001
Si  0.0348  5.5084  3.4285  -0.0048  0.0007  -0.0006
Si  5.4917  5.4917  3.4271  0.0122  0.0036  0.01
Si  2.8036  8.2363  3.4747  -0.0045  0.0067  -0.0036
Si  8.2028  8.2371  3.3729  0.0105  -0.0081  0.0069
Si  1.4154  1.3851  4.6089  -0.0007  0.0037  -0.0111
Si  6.9094  1.4035  4.8309  0.0162  -0.0082  0.0158
Si  4.1749  4.0916  4.8175  -0.0091  0.0103  0.0019
Si  9.5745  4.158  4.7797  -0.0051  0.006  0.0026
Si  1.426  6.8517  4.8136  0.0023  -0.0004  0.0025
Si  6.8237  6.9233  4.761  -0.0007  0.0091  0.0015
Si  4.184  9.5916  4.9037  0.0107  -0.0111  0.0062
Si  9.5982  9.6175  4.6768  -0.0252  0.0015  0.0133
Si  2.7318  0.1074  6.0838  -0.0013  -0.0042  -0.0095
P  8.2579  -0.0259  6.0041  -0.0026  0.0091  0.0029
Si  0.0284  2.6802  5.9729  -0.0063  -0.0049  0.0092
Si  5.4872  2.7033  6.3113  -0.0014  -0.0127  -0.0134
Si  2.8203  5.4931  6.1904  0.0085  -0.007  0.0231
Si  8.1505  5.5311  6.1125  0.0111  -0.0028  -0.0035
Si  -0.0215  8.2086  6.1064  -0.0018  -0.007  -0.0031
Si  5.6094  8.265  6.305  -0.0109  -0.0055  0.0225
Si  3.7878  1.5871  7.6226  -0.0025  -0.0007  0.0376
Si  9.7695  1.1284  7.2671  -0.0045  -0.0156  0.0119
Si  1.5867  3.8085  7.2889  -0.0074  0.0159  -0.0173
Si  6.6182  4.4183  7.5147  -0.0049  0.0229  0.0357
Si  4.4181  6.6768  7.5484  0.0004  0.0153  -0.0309
Si  9.3031  7.0931  7.4367  -0.009  -0.0092  -0.0405
Si  1.0892  9.9065  7.2736  0.0061  0.0042  0.0232
P  7.0458  9.3493  8.0363  0.0244  -0.1955  0.1435
O  8.3813  8.4176  7.7935  -0.0626  0.062  0.0496
O  2.6794  2.7718  7.989  0.0143  -0.0057  -0.0087
O  9.5176  1.338  24.2698  -0.0011  0.0008  0.0045
O  4.0445  6.8507  24.133  -0.0006  -0.0001  0.0042
O  -0.089  0.0074  7.8262  -0.0006  0.0006  -0.0073
O  5.4928  5.514  8.0636  -0.0012  -0.0158  -0.0088
O  6.8423  9.554  24.2026  -0.0004  0.0005  0.0035
O  1.3615  4.046  24.175  -0.0012  -0.0002  0.0048
O  3.83  7.4654  8.8989  -0.0077  0.0001  0.0073
O  0.5964  4.3958  8.459  0.0071  -0.0217  -0.0118
O  9.754  6.3574  8.8607  0.0024  -0.0036  0.0045
O  1.9375  9.3827  8.5782  -0.0089  0.0055  -0.0104
O  7.4342  3.8883  8.8539  0.0029  0.0023  -0.0152
O  4.1999  0.8885  9.0791  -0.0051  0.0051  -0.0152
O  6.6725  8.6779  9.5166  0.0204  0.1956  -0.0834
O  9.0281  1.7691  8.584  0.0089  -0.0061  -0.0148
O  7.6878  3.1191  23.5218  0.0005  -0.0016  0.0038
O  10.4813  5.8156  23.4511  0.0007  -0.0015  0.005
O  5.0756  0.4103  23.4132  0.0003  -0.0014  0.0046
O  5.8336  5.0554  23.3734  -0.0012  0.0001  0.0043
O  3.0854  2.1828  23.2883  -0.0011  0.0004  0.0043
O  2.2834  8.6922  23.2337  0.0002  -0.0013  0.0039
O  8.6002  7.7259  23.3951  -0.001  -0.0002  0.0035
O  0.2208  10.3091  23.6011  -0.0019  0.001  0.0034
Si  4.365  1.5379  22.4822  -0.0007  -0.0011  -0.0091
Si  3.4115  7.8384  14.152  0.0023  -0.0064  -0.006
Si  7.0857  0.9093  14.6681  -0.001  -0.0027  -0.0032
Si  0.9268  9.3223  22.5376  0.0003  -0.0004  -0.0086
Si  1.1151  4.2099  11.8422  -0.001  -0.0051  0.0013
Si  6.2257  8.908  15.3492  -0.001  -0.0026  -0.0076
Si  0.6451  1.2698  12.3344  -0.0026  -0.0029  -0.0014
Si  8.5982  4.9101  20.5323  -0.0017  -0.0025  -0.0078
Si  0.2416  5.7125  9.3306  -0.0028  0.0145  0.0153
Si  5.0641  3.0521  17.9579  -0.0011  -0.001  -0.005
Si  0.8462  3.6695  16.7583  -0.0013  -0.0017  -0.0053
Si  10.3496  2.7842  19.2439  -0.0013  -0.0017  -0.0065
Si  5.229  1.0775  10.3564  0.0139  -0.0141  0.0088
Si  0.853  0.1282  19.8634  -0.0031  -0.0005  -0.0065
Si  6.5569  9.2257  11.0676  0  -0.0804  -0.1182
Si  9.283  9.6196  18.3778  -0.0022  -0.0023  -0.0053
Si  9.3334  9.1063  12.6382  -0.005  -0.0027  -0.0034
Si  6.5417  3.8107  22.6003  -0.0002  0.0003  -0.0077
Si  2.3824  8.05  9.3822  0.0105  -0.0023  0.0056
Si  10.5506  7.295  17.1849  -0.0017  -0.0022  -0.004
Si  2.4425  6.2526  16.7141  -0.0014  -0.0014  -0.0049
Si  10.1497  4.4041  14.1783  -0.0025  -0.0024  -0.0042
Si  6.1005  9.1306  18.551  -0.0012  -0.0023  -0.006
Si  7.9047  2.4808  9.5248  -0.0075  0.0011  0.024
Si  8.8527  2.0459  12.4348  -0.0014  -0.0032  -0.0015
Si  5.3224  6.1782  18.1089  -0.0014  -0.0011  -0.0048
Si  3.8845  0.5012  19.4965  -0.0005  -0.0021  -0.0066
Si  4.1905  3.701  12.0909  0.0019  0.0006  0.0019
Si  5.4416  6.4147  12.4047  0.0051  0.0064  -0.0132
Si  7.9797  2.4301  17.2206  -0.002  -0.002  -0.0044
Si  4.2938  2.3838  15.0093  -0.003  -0.0009  -0.0034
Si  1.5188  1.1239  15.2925  -0.0011  -0.0022  -0.0033
Si  1.5213  9.3064  12.0854  -0.0023  -0.001  0
Si  8.0016  6.7346  13.9433  -0.0076  -0.001  -0.0057
Si  10.3374  9.7415  15.5506  -0.0014  -0.0014  -0.005
Si  9.7897  6.9819  22.5589  -0.0014  -0.0008  -0.0076
Si  8.0783  5.4159  17.4355  -0.0018  -0.0013  -0.006
O  5.8917  7.8775  11.7591  0.01  0.0302  -0.0228
O  5.9961  9.1521  16.9309  -0.0011  -0.0018  0.0045
O  7.6321  1.3001  13.1854  0.0009  0.0003  -0.0013
O  0.9092  1.6823  13.8907  -0.0029  -0.001  0.001
O  9.4199  6.1638  16.9293  -0.001  -0.0014  0.0027
O  6.6942  5.9778  13.3501  0.0012  0.0001  0.0047
O  5.1291  4.5843  18.631  -0.0011  -0.0016  0.0028
O  9.1775  2.0815  18.2971  -0.0002  -0.001  0.0035
O  2.3308  0.0508  19.0921  -0.0017  -0.0017  0.0033
O  9.3547  10.1527  16.8116  -0.0019  -0.002  0.0032
O  2.7263  4.2987  11.6576  -0.0038  -0.0015  -0.0009
O  5.0165  10.2579  19.1356  -0.0021  -0.0006  0.0036
O  9.3738  3.1899  13.4432  -0.0011  -0.001  0.003
O  0.4138  1.7129  19.9737  -0.0008  -0.0019  0.0028
O  3.1432  1.2063  15.1236  -0.0031  -0.0022  0.0035
O  8.1197  5.3242  19.0479  -0.0002  -0.0018  0.0055
O  3.8535  6.5245  17.4839  -0.0008  -0.0021  0.0024
O  4.4872  3.2075  16.4196  -0.0012  -0.0014  0.0034
O  9.0648  5.5939  14.3834  -0.0002  -0.0028  0.0031
O  5.4257  2.7248  22.1381  -0.0008  -0.0008  0.0032
O  10.6536  4.0123  15.6601  -0.0009  -0.0017  0.0025
O  0.2751  3.798  18.2812  -0.0026  -0.002  0.0035
O  10.3976  10.453  19.2391  0.0002  -0.0018  0.0032
O  9.5825  9.873  14.0971  0  -0.0013  0.0048
O  10.8881  8.092  22.102  -0.0011  -0.0015  0.0041
O  1.204  2.0943  16.5581  -0.0013  -0.0008  0.0028
O  9.6911  3.696  20.4311  -0.0022  -0.0003  0.0042
O  8.1013  3.9659  16.706  -0.0013  -0.0012  0.0034
O  -0.0938  8.9803  11.9754  0.0005  -0.0009  -0.001
O  6.5386  2.326  17.9803  -0.0016  -0.0018  0.0028
O  5.546  10.5636  11.1147  0.0106  -0.014  -0.0029
O  7.6974  9.5629  18.8997  -0.0011  -0.0019  0.0028
O  9.9995  0.8958  12.1412  -0.0016  0  0.0014
O  1.3433  6.8591  9.0567  -0.0067  -0.006  -0.0039
O  0.5776  4.6956  13.3121  -0.0016  -0.0006  0.0003
O  5.6923  7.5617  19.0156  -0.0012  -0.0016  0.0025
O  5.1789  4.9567  11.6522  -0.005  -0.0052  0.0025
O  2.5813  7.0364  15.2993  0.0007  0.0005  0
O  0.8282  2.6348  11.4682  -0.0018  -0.0002  -0.0005
O  0.799  10.618  15.5789  -0.002  -0.0016  0.0024
O  2.3529  8.4926  10.9427  -0.0031  0.0018  0.0013
O  4.6547  2.2923  11.3325  -0.0004  -0.0062  -0.0055
O  4.0904  3.3834  13.7154  -0.003  0.0002  -0.0003
O  2.1344  4.6523  16.5376  -0.002  -0.0015  0.0024
O  10.7036  8.1722  15.8074  -0.0011  -0.0019  0.0039
O  6.848  10.2475  14.6837  -0.0012  -0.0015  0.0035
O  2.3118  8.8533  13.4565  -0.0006  -0.0037  0.0029
O  8.0279  1.4597  15.8992  -0.0008  -0.002  0.0025
O  4.0015  6.7204  13.1179  -0.0058  0.0039  0.0094
O  4.149  1.9542  18.7632  -0.0014  -0.0024  0.0034
O  7.2589  4.3931  21.2792  -0.0021  -0.0013  0.0044
O  8.4573  2.7613  11.0283  -0.0014  -0.0026  -0.0025
O  1.1278  6.7979  17.5419  -0.002  -0.0017  0.0021
O  5.6471  1.5807  14.7785  -0.0013  -0.004  0.0029
O  8.0514  9.6486  11.7024  -0.0058  0.0002  0.0009
O  9.1929  6.2453  21.2431  0.0007  0  0.0045
O  8.8681  7.5698  12.8646  0.001  -0.0032  0.0023
O  1.6059  0.0123  11.917  -0.0014  -0.0021  0.0018
O  6.616  6.0905  17.0842  -0.0018  -0.0021  0.0036
O  7.3763  7.7625  15.0698  -0.001  -0.0027  0.0041
O  1.195  10.2592  21.2408  0.0002  -0.0025  0.0047
O  9.9293  8.1226  18.4359  -0.0009  -0.0011  0.0023
O  3.9117  0.8003  21.1078  -0.0002  0  0.0064
O  0.2807  5.2245  10.8709  -0.0014  0.0001  0.007
O  6.6363  1.4868  9.6541  -0.0133  0.0023  -0.0003
O  4.7343  8.621  14.728  -0.0054  -0.0022  0.0057

Results
free energy: -135974.537 eV
free energy less fixed offsets of O -568.88, P -755.39, Si -635.61 eV per atom: 0.353 eV

The program warned: the cutoff lies below the one the program advises for these potential files; the forces do not sum to zero within the program's tolerance; the exchange-correlation potential is rough where the density is thin.
